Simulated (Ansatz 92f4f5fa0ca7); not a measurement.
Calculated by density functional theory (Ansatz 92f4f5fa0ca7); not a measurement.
Periodic cell of 239 atoms, Si134O105, from a study of silicon, its oxide and their interface. The atomic structure is a simulated model.

Settings: functional r2SCAN; potential files Ansatz norm-conserving; basis plane waves; wave-function cutoff 1300 eV; density cutoff ratio 4; exchange-correlation grid ratio 1; k mesh 2 x 2 x 1, shifted by 0.5 0.5 0.5 of a step; self-consistency stop 5e-08 eV per atom in the density residual; occupations Fermi-Dirac, 0.05 eV; spin none; net charge 0.

Cell vectors (angstrom)
a 11.5403 0 0
b 0 15.3871 0
c -4.5845 -2.6677 24.4401

Atoms and the computed forces on them: element, x, y, z (angstrom), force x, y, z (eV/angstrom)
Si 1.1124 0.4569 2.0708 -0.0168 0.0858 -0.3778
Si 3.8284 3.0519 -0.2585 0.0824 0.3462 -0.3605
Si 1.7052 7.6157 -1.1775 -0.0626 0.1432 -0.095
Si 0.0207 12.9014 -1.0858 -0.0569 -0.0317 -0.2762
Si 6.6203 -0.689 0.0405 -0.0305 0.3282 -0.9628
Si 12.7806 4.4795 -0.9889 -0.1111 -0.132 -0.2101
Si 4.5811 7.785 -0.2768 0.0585 0.0786 0.1428
Si 5.2294 11.941 -1.7886 -0.0572 -0.0261 -0.5685
Si 10.7257 0.3793 -0.2199 0.2203 0.2291 -0.2535
Si 8.154 4.8486 1.2595 0.1089 0.1882 -0.2454
Si 6.7003 9.5852 -1.7203 -0.2181 -0.2957 -0.3881
Si 7.8896 11.5132 1.7732 0.6658 -0.1488 -0.6093
Si 3.4741 0.3491 2.145 0.0985 -0.0374 -0.4876
Si 3.6123 4.0807 1.9906 0.1135 0.135 -0.1162
Si 3.8047 8.0461 1.979 0.2147 0.0466 -0.3937
Si 3.8864 11.9703 1.9155 0.1703 -0.169 0.1148
Si 8.1521 0.1582 1.6763 0.5623 -0.0215 -0.1279
Si 5.9395 4.988 -0.6973 0.0719 0.1171 -0.3487
Si 11.7074 8.3131 -3.7963 -0.1316 0.0501 -0.0182
Si 9.3523 10.757 -0.7952 -0.0613 -0.2471 -0.3465
Si 3.8356 0.6216 -0.1361 -0.2057 -0.1166 0.2706
Si 12.7614 4.2907 2.0831 -0.5079 -0.1412 -0.52
Si 12.929 8.0897 1.8618 -0.23 -0.0959 -0.6386
Si 12.9005 12.0321 1.7976 -0.4513 0.307 -0.748
Si 4.1843 2.2464 3.3205 -0.0616 -0.1259 0.0719
Si 4.2767 6.1091 3.2038 -0.1506 0.0205 -0.0772
Si 4.2856 10.0007 3.2419 -0.045 -0.0616 -0.1263
Si 4.2335 13.8341 3.261 -0.1518 0.0725 0.229
Si 8.1563 2.15 3.0807 0.0919 0.735 -0.1858
Si 8.2423 7.062 3.3946 0.0242 -0.2995 -0.4611
Si 8.1117 9.5832 3.2726 0.0071 -0.134 0.3052
Si 8.1935 13.6258 3.0313 -0.077 -0.1799 0.3134
Si 12.0677 2.3578 3.2725 -0.0527 0.0591 0.0729
Si 12.1644 6.2747 3.2193 0.0097 0.1537 -0.0216
Si 12.1619 10.0388 2.9857 0.0516 -0.0816 0.0946
Si 12.1522 13.8348 3.1571 -0.1149 0.0955 0.0503
Si 2.3456 2.2501 4.7446 0.0702 0.0346 0.02
Si 2.4346 6.2157 4.7073 0.1957 -0.1129 0.1376
Si 2.3541 9.9829 4.608 0.0861 -0.0831 0.22
Si 2.3835 13.8645 4.6744 0.288 0.0084 0.1526
Si 6.2581 2.2838 4.4844 -0.1424 0.0452 0.0367
Si 6.2597 6.2786 4.5123 -0.0365 0.0334 -0.0011
Si 6.2206 9.947 4.6239 -0.1656 0.0345 -0.0516
Si 6.281 13.8473 4.4476 -0.1209 -0.0258 0.1172
Si 10.067 2.3393 4.525 0.3141 -0.0322 0.2177
Si 10.1998 6.3832 4.6076 0.0794 -0.1059 0.0035
Si 10.1707 9.954 4.4507 0.1212 0.1696 -0.1127
Si 10.1122 13.8278 4.3841 0.0002 -0.1128 -0.0202
Si 2.3671 0.3316 6.0884 -0.0829 -0.0618 -0.165
Si 2.5011 4.2179 5.9114 -0.0946 -0.0471 0.0034
Si 2.3584 8.1243 6.1427 0.0339 0.0327 -0.2337
Si 2.3913 11.9177 5.9113 -0.1226 0.0593 0.0981
Si 6.2621 0.3611 5.9102 0.1481 -0.1415 -0.1363
Si 6.3723 4.284 5.7817 0.181 -0.0033 0.0543
Si 6.1303 8.0844 6.0614 -0.0064 0.1651 -0.0121
Si 6.2301 11.9443 5.8556 0.007 0.0638 0.0392
Si 10.1093 0.3541 5.8419 -0.1576 -0.0858 -0.1456
Si 10.2199 4.3665 5.9003 -0.0306 -0.0491 0.1603
Si 10.2028 8.1823 6.1039 -0.1301 0.0023 0.2592
Si 10.1123 11.9258 5.7253 -0.0243 0.1918 0.1535
Si 4.341 0.3518 7.3371 0.0102 0.0223 -0.0498
Si 4.4575 4.2281 7.1599 0.0233 0.0643 -0.3782
Si 4.2684 8.1461 7.5105 0.1092 0.0409 -0.089
Si 4.3045 11.9256 7.2439 0.1535 0.0234 -0.3016
Si 8.2204 0.3615 7.2735 -0.0802 0.0439 0.0935
Si 8.2546 4.356 7.2298 -0.1463 -0.0566 -0.2316
Si 8.1097 8.1805 7.373 0.1084 -0.1007 -0.0393
Si 8.2139 11.9414 7.1388 -0.0059 -0.0298 -0.1374
Si 11.9286 0.2046 7.3307 0.1661 0.1183 0.1459
Si 12.2463 4.2045 7.362 -0.0825 0.1889 -0.2676
Si 12.0365 8.2127 7.6276 -0.0564 -0.0737 -0.0119
Si 11.9689 12.061 7.1391 -0.1461 -0.2772 -0.1321
Si 4.3613 2.3438 8.5666 0.0577 0.0412 0.3982
Si 1.9028 5.3894 9.1771 0.0007 -0.7241 0.8042
Si 4.2913 10.1721 8.7936 -0.0811 -0.0054 0.1334
Si 4.2822 13.7938 8.6604 0.0432 -0.0512 0.1646
Si 8.177 2.3783 8.5359 -0.0576 0.1395 0.0977
Si 8.0606 6.2359 8.722 -0.1892 -0.0625 -0.0901
Si 8.1167 10.1551 8.685 0.008 0.1407 -0.1645
Si 6.2686 13.35 9.8187 0.0695 0.7354 0.5004
Si 12.0518 2.1591 8.5216 -0.1581 0.0687 0.0141
Si 12.1039 7.1839 9.8402 0.0744 0.211 -0.03
Si 11.9627 10.305 8.5946 0.0928 0.2865 -0.2066
Si 11.9431 13.7273 8.7656 -0.1185 0.0737 -0.1266
Si 2.3635 2.5444 9.8338 0.0585 0.0859 0.4262
Si 4.1261 6.0574 8.5814 0.0763 -0.0791 0.1367
Si 2.2927 10.77 9.9624 -0.0648 -0.1215 -0.0723
Si 2.3606 13.2893 10.0039 -0.1349 0.4777 0.6837
Si 6.2606 2.6301 9.925 0.0856 0.0055 0.4451
Si 6.0388 5.7522 9.9495 -0.1519 -0.0879 0.629
Si 6.2415 10.9607 9.9156 0.0476 -0.7128 0.4318
Si 8.2302 13.7765 8.6254 0.0447 0.0012 -0.1904
Si 10.1702 2.9301 9.6431 -0.1069 -0.0194 0.3406
Si 9.9978 5.9044 10.0887 0.2228 -0.075 -0.5848
Si 10.0594 10.6213 9.9375 0.0168 -0.3542 0.248
Si 10.038 13.0108 9.9993 -0.0317 0.249 0.6547
Si -3.9535 12.0214 14.7176 -0.0077 0.3059 0.3321
Si 2.7695 0.2625 12.041 -0.0586 0.0456 -0.0044
Si 9.5812 7.9886 14.3906 -0.0075 0.0284 -0.0576
Si 7.7188 5.4737 13.8935 0.0913 -0.0633 0.1516
Si -0.13 -3.078 19.9168 0.0055 -0.006 0.0045
Si 10.7915 4.0558 16.9594 -0.076 -0.092 0.0893
Si 1.2684 1.7199 17.4702 0.0444 -0.0316 0.0018
Si 7.4372 -0.3169 14.7016 0.2096 -0.0698 0.0909
Si 0.2716 4.268 14.1957 0.0411 -0.14 -0.0374
Si 10.9282 9.8449 12.1055 0.0996 0.1839 -0.0794
Si 4.136 -3.75 19.0845 0.1004 0.0536 -0.0449
Si 7.897 4.9168 16.8669 -0.0872 0.0447 -0.0153
Si 9.709 4.5261 11.9361 0.1427 -0.346 0.9535
Si 5.6063 7.166 12.7614 -0.1098 -0.116 0.2223
Si 5.8405 10.0868 12.939 -0.0435 0.0692 0.1396
Si 10.4775 -0.5205 14.8908 -0.2064 0.1461 0.0568
Si 6.4845 3.3242 18.8387 0.1017 0.1453 0.1687
Si 2.2437 8.9585 16.1398 -0.0475 0.0154 0.0209
Si 1.4845 9.0168 11.3629 -0.1056 -0.1921 0.2553
Si 7.3745 7.5643 18.2583 0.1079 -0.1462 0.2456
Si 6.4857 16.2757 17.3576 0.4092 -0.212 -0.1901
Si 10.2513 -2.7845 13.0551 0.086 0.2457 0.0824
Si 5.9535 0.2227 11.9892 0.1938 0.0815 0.0443
Si 5.132 9.1868 17.5051 -0.0576 0.086 0.1106
Si 4.1479 2.479 22.8377 0.0798 0.0316 -0.3657
Si 1.2623 1.4955 14.4286 -0.3204 0.0525 0.0904
Si 0.011 -1.1798 17.6182 -0.2104 0.0625 -0.0013
Si 4.5999 5.5346 22.1579 0.1541 -0.3076 -0.2771
Si 0.449 6.5246 15.9512 0.1169 0.0404 0.0561
Si 2.2898 -3.803 21.5255 -0.1779 -0.1418 -0.2245
Si 7.7761 9.6897 16.4102 0.0265 0.2944 0.0781
Si 5.3917 -0.843 19.3274 0.2125 -0.1318 0.2183
Si 9.7137 -4.2932 22.2223 0.0128 0.1367 -0.0802
Si 4.111 1.6947 18.503 -0.2028 0.1078 0.1729
Si 1.2742 9.6642 24.9321 -0.1504 0.1783 -0.0413
Si 5.9359 0.1451 22.1485 -0.1254 0.1671 -0.3505
Si 3.1412 8.7963 13.0874 -0.1574 -0.0737 -0.2008
Si 1.3859 11.5524 17.5679 0.0549 -0.0253 -0.0966
O 11.7695 3.7983 -2.0452 0.0358 0.0937 0.2923
O 2.5884 3.609 -1.1464 -0.0253 0.0551 0.2382
O 0.9819 8.0128 0.2298 0.3099 0.0063 0.3778
O 3.2609 8.1342 -1.1917 0.0136 -0.1741 0.204
O 0.7169 12.3474 0.275 0.2393 -0.1076 0.4392
O 5.4363 0.3929 -0.318 0.3669 -0.4645 -0.0387
O 3.0025 -0.4555 -1.0877 0.2133 0.0235 -0.1095
O 4.9003 6.2289 -0.681 0.2195 0.059 0.1393
O 5.9431 8.6872 -0.5693 -0.2094 -0.0722 -0.0249
O -1.1021 11.7562 -1.5277 -0.0029 -0.0448 0.3158
O 9.6377 0.3239 0.9607 -0.3027 -0.0613 0.1022
O 6.5994 4.8589 0.7847 0.1224 0.0115 -0.0269
O 12.1591 4.3639 0.5115 0.5126 0.0122 0.2787
O 7.6105 8.5444 -2.6062 0.0463 0.3226 0.4516
O 9.235 11.2384 0.7511 -0.6246 0.2502 0.3578
O 5.189 3.5925 -1.0335 -0.2259 0.081 0.3462
O 8.3948 3.5449 2.1674 -0.1443 -0.3171 0.3193
O 8.4746 6.2774 1.951 -0.2417 -0.1398 0.3197
O 0.3788 11.204 18.8093 0.1009 0.3153 0.006
O 13.1077 6.0135 -1.389 -0.0038 0.042 0.1591
O 0.9857 8.3768 -2.4104 -0.0673 -0.1699 0.0526
O 9.7173 9.1635 -1.0457 -0.2273 0.2633 -0.0533
O 6.1518 9.5082 16.2712 0.1092 -0.1293 0.1711
O 3.6742 12.4395 -1.9387 0.3091 0.0755 0.1687
O 3.5812 -4.0066 20.5799 -0.1712 0.1031 -0.0698
O 6.1234 -0.659 20.7579 -0.2197 0.1457 -0.0205
O 10.4109 -0.833 16.4964 0.3172 -0.0453 -0.0548
O 9.1021 4.8238 -0.0564 -0.2414 -0.0833 0.1833
O 5.452 10.4109 -2.3768 0.2543 0.1337 0.3466
O 10.3652 1.6548 -1.1667 0.0895 -0.23 0.1687
O 4.6748 1.1857 22.0045 0.1504 0.0044 0.2858
O 7.1187 5.2359 -1.7944 -0.0923 -0.0242 0.4611
O 0.649 0.6263 0.4645 -0.2093 -0.1591 0.3154
O 10.1123 8.5743 -3.5621 0.1835 -0.0814 0.241
O 3.6623 8.9347 16.91 -0.0172 0.0685 -0.0583
O 7.7755 10.7711 -1.3136 0.2736 -0.1053 0.1322
O -0.785 14.3145 -0.9582 0.0867 0.0718 0.2449
O 2.3405 1.524 11.1105 0.098 -0.1145 0.0413
O 2.164 4.1277 10.3216 -0.0549 0.1482 -0.7561
O 1.3902 10.2992 16.5292 0.1577 -0.0601 0.1138
O 0.0865 2.8445 17.6788 0.0676 0.0116 -0.1864
O 1.1108 5.5425 14.7995 -0.4025 -0.0638 0.2033
O 6.3935 1.5691 11.1821 -0.1177 -0.0527 -0.2115
O 11.0408 -1.8126 14.0877 -0.2033 0.018 -0.0858
O 5.9485 6.8119 11.2151 0.0682 -0.1787 0.0302
O 6.4015 10.4592 11.4796 -0.1077 0.2304 -0.1561
O 9.2411 4.1801 17.4561 0.035 0.1591 -0.2003
O 6.408 14.2394 11.2384 -0.1028 -0.2409 -0.3102
O 6.5907 0.2509 13.4682 -0.0869 -0.0785 -0.3395
O 10.0228 -1.9894 11.6401 0.0283 -0.3547 -0.266
O 10.504 4.5179 9.2375 -0.144 0.3185 0.269
O -5.1321 11.1596 14.0087 0.0488 -0.1748 -0.1947
O 7.2229 16.0599 15.9589 -0.1298 -0.0317 0.0208
O 2.4128 8.9311 14.5291 0.1413 -0.0321 0.106
O 6.4439 14.849 18.1296 -0.2919 0.3453 0.0508
O 8.8313 -3.2662 13.6843 0.0205 0.0684 0.0079
O 8.1212 9.0026 17.8821 -0.3046 -0.2021 -0.291
O 7.9033 6.5294 17.1109 -0.0831 -0.1039 0.0639
O 10.7828 3.7522 15.3578 0.2323 0.2021 0.0159
O 3.993 7.3866 12.9622 0.3515 0.303 0.0278
O 4.9566 1.446 17.1094 0.0522 -0.047 0.4223
O 4.363 0.2207 12.1583 -0.0793 -0.0516 -0.1358
O -0.7513 7.3988 15.2903 -0.0354 -0.1207 -0.0383
O 6.1343 4.1842 10.5332 0.1744 0.1823 -0.5697
O -0.0508 5.5293 17.1539 -0.0862 -0.1013 -0.3387
O 9.0002 -0.2237 14.3243 -0.0376 -0.1665 0.0962
O 9.9283 3.0179 11.295 0.0738 0.3621 -0.5997
O 8.276 4.5015 12.7204 0.1176 0.1442 -0.0683
O 8.6562 8.9638 15.275 -0.0258 -0.0817 0.0215
O 5.0833 10.4168 18.5784 -0.1841 -0.0324 -0.0894
O 11.1783 11.2798 12.88 -0.2489 -0.132 -0.1392
O 1.4954 7.5836 16.5682 -0.0437 0.0946 -0.1579
O 1.1658 -2.7681 20.8937 0.0469 -0.2333 -0.0375
O -0.199 0.7982 14.5644 0.3207 -0.0004 0.0275
O 1.822 1.6715 15.9402 -0.2141 0.0227 -0.0331
O 2.5682 2.14 18.3537 0.0958 -0.1521 -0.1239
O 2.1865 0.5284 13.5338 0.0376 -0.001 -0.3689
O 1.1718 2.986 13.7607 -0.137 -0.0516 0.2144
O -4.4942 13.5231 15.0557 0.2104 -0.0264 -0.2161
O 8.6931 6.7661 13.842 -0.0789 -0.0819 0.0724
O 10.9865 -1.7392 19.0569 0.2936 -0.2311 -0.1289
O 10.1362 8.8025 13.0941 0.0726 0.0958 -0.0174
O 7.2455 1.9568 18.35 -0.4187 0.0739 -0.0869
O 4.9462 -2.3652 19.1187 -0.1262 -0.0567 0.0145
O 8.0231 11.2901 16.1328 -0.1439 -0.2583 -0.2983
O 6.3239 8.5557 13.2367 -0.1366 0.0143 -0.2364
O 2.2601 -1.1643 11.4191 0.1537 -0.186 -0.5198
O 7.6952 6.8404 19.6838 -0.1437 -0.072 -0.1802
O 7.8122 4.6578 15.2809 0.0438 0.254 -0.1012
O 8.1689 -4.8373 22.2581 0.0482 0.0282 0.3033
O -1.396 -3.6357 20.776 0.1383 -0.1114 0.2062
O 0.9126 12.9993 16.9603 -0.0441 -0.0581 0.2952
O -0.582 4.8195 12.9499 -0.2804 -0.1132 -0.1526
O 5.7606 7.8602 18.2264 0.2375 0.2047 -0.1834
O 0.7878 0.2243 17.9044 -0.0068 0.0276 -0.1387
O 6.1219 12.8242 -2.8255 -0.1265 0.1412 0.3444
O 11.8355 6.795 -4.4073 -0.1776 0.0909 -0.1516
O 4.2004 10.0635 12.9548 0.1283 -0.374 0.0188
O 6.5473 4.3397 17.5633 0.2308 -0.1051 0.0791
O 4.1655 0.2447 19.2709 0.2115 0.1587 -0.2387
O 7.4191 -0.7268 -1.4409 -0.3003 -0.0957 0.641
O 4.9475 2.9105 19.252 0.1604 -0.2749 -0.2512
O 6.1806 5.9584 13.6857 0.1767 0.1099 -0.2534
O 2.9078 -3.6063 18.0531 -0.1242 -0.1105 0.0725
O 4.7773 3.936 22.4438 -0.1335 0.0394 0.1577

Results
free energy: -64508.601 eV
free energy less fixed offsets of O -463.61, Si -117.95 eV per atom: -24.251 eV
pressure: -2.39 GPa
stress xx, yy, zz, yz, xz, xy (GPa, positive in tension): 2.06, 3.49, 1.61, 0.04, -0.01, 0.36
